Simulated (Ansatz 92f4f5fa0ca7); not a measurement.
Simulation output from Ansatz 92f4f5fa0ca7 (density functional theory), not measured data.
Periodic cell of 294 atoms, Si176O118, from a study of silicon, its oxide and their interface. The atomic structure is a simulated model.
This geometry differs little from another in the collection (a relaxation step or a small displacement).

Settings
functional: PBE
potential files: Ansatz PAW
basis: plane waves
wave-function cutoff: 700 eV
density cutoff ratio: 5
exchange-correlation grid ratio: 1
k mesh: 2 x 2 x 1, shifted by 0.5 0.5 0.5 of a step
self-consistency stop: 5e-08 eV per atom in the density residual
occupations: fixed
spin: none
net charge: 0

Cell vectors (angstrom)
a	11.6015	0	0
b	0	13.3963	0
c	0	0	31.4685

Atoms: element, x, y, z (angstrom)
Si	11.6789	-0.0095	25.157
Si	3.7941	0.1013	24.7431
Si	7.6964	0.0968	24.6589
Si	2.0139	3.3829	24.9318
Si	5.8038	3.4564	24.6945
Si	9.8329	3.3521	24.7146
Si	11.6502	6.8427	24.5983
Si	3.9609	6.6183	24.7262
Si	7.9891	6.7531	24.6063
Si	2.09	10.1642	25.0419
Si	5.8545	10.1243	24.572
Si	9.7185	10.1763	24.5058
Si	11.6787	2.2663	25.6886
Si	3.9625	2.2923	25.624
Si	7.784	2.3298	25.4192
Si	1.9528	5.6615	25.5016
Si	5.9787	5.6681	25.4522
Si	9.821	5.6076	25.508
Si	11.6377	9.0567	25.4604
Si	4.0081	8.8963	25.495
Si	7.8215	9.0042	25.3445
Si	2.0459	12.3486	25.8357
Si	5.778	12.3389	25.4452
Si	9.6182	12.3296	25.5045
Si	11.6159	2.2747	28.0122
Si	3.9268	2.2611	27.9695
Si	7.7644	2.271	27.833
Si	1.9571	5.6298	27.8843
Si	5.8846	5.6187	27.8471
Si	9.7252	5.6072	27.8908
Si	11.5996	8.9623	27.854
Si	3.9413	8.9238	27.8796
Si	7.7666	8.9629	27.7899
Si	1.9856	12.3115	28.1215
Si	5.8049	12.3073	27.8509
Si	9.6333	12.2848	27.8849
Si	1.9688	1.1724	28.7528
Si	5.8558	1.1286	28.6966
Si	9.6622	1.1253	28.694
Si	11.6425	4.5141	28.7262
Si	3.9199	4.5211	28.6756
Si	7.7787	4.4831	28.6831
Si	1.9553	7.8573	28.6755
Si	5.8649	7.8285	28.6866
Si	9.6793	7.8451	28.6748
Si	11.5852	11.1789	28.7029
Si	3.9276	11.1506	28.7246
Si	7.723	11.166	28.6831
Si	1.9336	1.1164	31.0735
Si	5.8008	1.1164	31.0735
Si	9.6679	1.1164	31.0735
Si	0	4.4654	31.0735
Si	3.8672	4.4654	31.0735
Si	7.7343	4.4654	31.0735
Si	1.9336	7.8145	31.0735
Si	5.8008	7.8145	31.0735
Si	9.6679	7.8145	31.0735
Si	0	11.1635	31.0735
Si	3.8672	11.1635	31.0735
Si	7.7343	11.1635	31.0735
Si	0	0	0.3944
Si	3.8672	0	0.3944
Si	7.7343	0	0.3944
Si	1.9336	3.3491	0.3944
Si	5.8008	3.3491	0.3944
Si	9.6679	3.3491	0.3944
Si	0	6.6981	0.3944
Si	3.8672	6.6981	0.3944
Si	7.7343	6.6981	0.3944
Si	1.9336	10.0472	0.3944
Si	5.8008	10.0472	0.3944
Si	9.6679	10.0472	0.3944
Si	11.5573	-0.0338	2.752
Si	3.8296	0.0086	2.7748
Si	7.7202	-0.0261	2.7576
Si	1.9253	3.355	2.7595
Si	5.7575	3.3045	2.7734
Si	9.6297	3.3127	2.7655
Si	11.5657	6.6862	2.7992
Si	3.8543	6.6669	2.7758
Si	7.6899	6.666	2.7869
Si	1.9209	10.0192	2.7705
Si	5.782	10.0082	2.7525
Si	9.6355	10.0129	2.7666
Si	11.5991	2.2069	3.49
Si	3.8149	2.2328	3.6442
Si	7.6825	2.1939	3.5761
Si	1.9158	5.5737	3.5894
Si	5.7641	5.509	3.6006
Si	9.6107	5.5348	3.5687
Si	11.5756	8.9337	3.5869
Si	3.8602	8.8927	3.5711
Si	7.7007	8.9064	3.592
Si	1.8914	12.2614	3.5265
Si	5.7717	12.253	3.4764
Si	9.6297	12.2287	3.5782
Si	11.5943	2.1921	5.8273
Si	3.7628	2.2431	6.071
Si	7.6473	2.1146	5.9552
Si	1.8893	5.5722	5.9718
Si	5.7359	5.4286	5.997
Si	9.554	5.4722	5.94
Si	11.5642	8.9355	5.9687
Si	3.8673	8.8427	5.9471
Si	7.6874	8.9138	5.9773
Si	1.8484	12.2429	5.8847
Si	5.717	12.2325	5.8071
Si	9.5941	12.2093	5.9599
Si	1.8281	1.0411	6.7849
Si	5.658	0.9949	6.7235
Si	9.6744	1.074	6.5732
Si	11.5477	4.4116	6.6191
Si	3.7516	4.4801	6.9643
Si	7.6538	4.2879	6.8559
Si	1.895	7.8116	6.7281
Si	5.8086	7.6538	6.7025
Si	9.6296	7.7319	6.6349
Si	11.5454	11.179	6.8113
Si	3.8005	11.1184	6.5719
Si	7.5883	11.1786	6.7608
Si	11.4158	4.2245	8.942
Si	9.8512	1.3467	8.8723
Si	1.8144	8.0058	9.0788
O	7.6299	4.0821	8.5292
O	3.8465	11.2761	8.2197
O	5.477	0.7011	8.3519
O	7.3663	11.353	8.4161
O	11.6603	11.3811	8.4767
O	5.8403	7.3286	8.3392
O	3.6837	4.5803	8.6488
O	1.5824	0.9842	8.4422
O	9.6102	7.6641	8.2882
Si	3.8445	6.7544	22.376
Si	1.9848	10.5331	22.7794
Si	0.2807	13.1653	22.9039
O	7.513	0.1051	22.989
O	5.8113	10.2918	22.8849
O	8.4617	6.7719	22.993
O	9.6377	10.2691	22.812
O	3.3777	0.0962	23.1141
O	2.1432	3.2887	23.2809
O	5.5119	3.5468	23.0494
O	11.5042	6.9742	22.906
O	10.0808	3.2229	23.0752
Si	5.1557	1.2037	9.8639
Si	0.4255	2.2081	12.2598
Si	-0.0017	3.2182	17.3038
Si	2.9063	12.0243	13.9366
Si	4.7388	5.1541	19.7902
Si	7.3915	6.657	18.9818
Si	11.2738	9.804	17.2653
Si	1.5438	2.5367	21.9826
Si	2.3161	5.3053	17.6952
Si	9.3724	3.9514	12.1625
Si	10.255	11.8574	15.2599
Si	6.4463	7.74	9.782
Si	10.4841	1.2421	19.4295
Si	6.8358	10.7681	12.7035
Si	9.0534	4.8906	17.1119
Si	3.0742	10.9764	9.6087
Si	3.2785	12.3395	18.9067
Si	2.7158	5.0876	9.8963
Si	10.7598	11.7929	9.795
Si	10.3187	7.3593	15.7586
Si	0.1457	11.8064	19.4194
Si	1.5448	8.0321	18.9688
Si	2.1146	0.6321	9.9576
Si	6.8366	0.8555	21.7127
Si	8.4875	6.822	11.6231
Si	4.4866	0.0785	16.2805
Si	4.3711	9.42	18.8608
Si	5.0717	2.3812	14.3483
Si	0.1972	11.3048	12.8112
Si	6.569	8.7246	16.8567
Si	6.3324	3.622	21.6301
Si	10.4945	3.5696	21.5325
Si	7.522	2.9888	9.7565
Si	8.1822	2.9227	14.8963
Si	8.1799	12.7268	19.5079
Si	10.691	1.362	14.9753
Si	4.8407	9.5635	21.7769
Si	4.5029	9.2758	11.596
Si	7.9818	8.4489	14.1799
Si	10.4435	7.1587	9.585
Si	8.4768	5.9442	21.5835
Si	1.7333	6.4676	14.931
Si	7.2905	11.827	16.6393
Si	10.0177	11.3334	21.6163
Si	2.2396	9.204	13.5067
Si	5.2916	13.226	12.4932
Si	7.9075	10.5474	9.7382
Si	3.731	0.6289	21.5898
Si	2.8159	4.198	12.9304
Si	0.8681	7.8637	21.9082
O	1.0604	9.1698	17.8812
O	2.2296	9.5595	9.4768
O	10.8384	3.2843	11.8278
O	5.2473	1.1091	21.8229
O	9.5138	10.7508	9.7505
O	2.3341	7.2466	22.11
O	4.0068	10.9525	18.4669
O	8.2977	3.7183	16.3019
O	10.4234	8.4158	17.0241
O	7.4328	9.0111	9.5577
O	2.175	7.9864	14.5656
O	1.7096	3.0108	12.8401
O	8.6912	11.967	15.7752
O	10.9652	13.2909	15.6434
O	3.8352	12.5296	12.7004
O	4.8964	7.9844	22.1608
O	6.8884	10.2695	16.5412
O	7.3143	6.5409	10.4949
O	0.1287	6.6419	15.3004
O	2.8108	1.9235	21.144
O	6.5943	2.8869	14.5978
O	3.649	4.9535	18.582
O	8.9501	3.6682	13.6917
O	1.4489	3.9266	17.5238
O	4.5784	1.6362	15.7373
O	5.5453	9.7666	12.7403
O	0.6192	1.2378	22.2946
O	1.274	4.3126	9.7042
O	-0.2219	13.3389	19.8415
O	3.8019	13.4241	17.7804
O	10.8528	11.0452	18.2598
O	7.3732	11.0267	11.1897
O	4.073	5.6528	21.1968
O	2.6057	6.7309	9.7871
O	9.1066	0.5448	18.9122
O	7.5504	12.0154	18.2225
O	10.0441	2.3289	20.5626
O	1.0337	1.224	11.0656
O	2.0813	5.4639	13.6854
O	7.399	2.3832	21.5648
O	2.6118	5.8898	16.1908
O	10.3542	13.3851	9.6698
O	9.0419	1.5263	15.027
O	5.833	6.2525	19.2677
O	0.5764	7.9515	20.2995
O	7.8843	10.0246	13.7077
O	6.902	8.0482	15.3771
O	1.4817	6.4998	18.426
O	8.84	11.6219	20.5215
O	1.6929	11.9244	18.9327
O	5.1687	8.0913	10.7192
O	6.9844	13.3957	20.3615
O	6.4214	12.2713	13.2073
O	7.4794	7.9428	17.9775
O	4.0845	3.5974	13.8196
O	3.3442	10.2458	21.8887
O	8.2046	3.501	11.1316
O	1.3525	12.0061	22.4052
O	8.2078	7.0011	20.362
O	3.6504	12.9102	20.4001
O	0.2844	7.8775	9.6175
O	-0.2028	1.9694	18.3127
O	9.7975	5.0233	21.2222
O	9.6507	7.7162	10.899
O	8.1032	5.3378	18.3402
O	3.5496	1.4123	10.1301
O	5.3172	9.6076	20.2071
O	10.5441	5.5087	9.5296
O	10.3833	12.7433	22.3682
O	9.5498	8.196	14.5855
O	0.7774	9.7639	12.9976
O	10.4088	11.6133	13.6347
O	11.3141	10.8875	20.7076
O	11.1835	10.6159	15.8434
O	9.3088	6.159	16.1453
O	6.002	12.7859	16.2213
O	5.6457	0.053	10.9176
O	3.2564	4.6788	11.4044
O	0.8575	9.3879	22.45
O	7.1864	4.9848	21.7076
O	10.4809	4.3448	17.6611
O	1.3684	12.2912	13.4351
O	10.6964	2.7488	9.202
O	8.3035	1.6014	9.3729
O	3.3931	12.747	15.3036
O	4.2149	10.6136	10.7073
O	5.9592	2.6159	10.076
O	9.3655	5.5649	12.1285
O	5.0692	8.715	17.5478
O	11.5087	11.5722	11.2276
O	3.0908	8.4822	19.293
O	2.3194	12.3818	10.0536
O	7.7049	7.526	12.8633
O	0.5348	3.6411	21.2963
O	5.2028	1.2952	13.1564
O	11.3147	1.3492	13.4596
O	3.0395	10.4259	14.2339
O	3.1313	8.6887	12.2388
O	11.424	2.5878	15.7976
O	5.4314	3.7298	20.2535

Results
free energy: -179018.665 eV
free energy less fixed offsets of O -569.03, Si -635.61 eV per atom: -5.765 eV

Forces (eV/angstrom), in the order of the atoms: element, x, y, z
Si	-0.0104	-0.0077	-0.0048
Si	0.0232	-0.0028	-0.0296
Si	-0.0192	0.0284	0.0002
Si	-0.0026	-0.002	0.0011
Si	0.0325	0.0128	-0.0084
Si	-0.0223	-0.0009	-0.0056
Si	0.0208	0.0094	-0.0047
Si	0.0021	-0.0048	0.0055
Si	-0.0162	0.0003	-0.002
Si	-0.0018	0.0004	-0.0106
Si	0.016	0.0106	-0.0015
Si	-0.0073	0.0226	0.0107
Si	0.0054	0.0039	0.0006
Si	-0.0056	-0.0048	0.0082
Si	-0.0035	-0.007	-0.0122
Si	-0.008	0.0145	-0.0103
Si	-0.001	-0.0092	-0.0124
Si	0.0024	-0.0071	0.0006
Si	0.0003	-0.0045	-0.0052
Si	-0.0096	-0.0104	0.0078
Si	0.0021	-0.0018	-0.0056
Si	-0.0033	-0.004	0.0303
Si	0.0024	0.0029	-0.0106
Si	0.0059	-0.0141	-0.0055
Si	0.004	-0.0041	0.0137
Si	-0.0025	-0.0002	0.017
Si	0.0009	-0.0013	0.0125
Si	0.0091	0.0008	0.0125
Si	-0.0108	0.005	0.0084
Si	0.0063	-0.0019	0.0164
Si	0.0024	0.0063	0.0138
Si	0.0003	-0.003	0.0039
Si	0.0082	-0.0046	0.0126
Si	-0.0038	0.0007	0.0102
Si	0.0035	-0.0134	0.0201
Si	-0.0026	-0.0019	0.0054
Si	0.001	-0.0015	-0.0207
Si	-0.0043	0.0084	-0.0104
Si	0.0026	0.0058	-0.0075
Si	-0.0108	-0.0021	-0.0149
Si	-0.0036	0.0037	-0.007
Si	0.0071	-0.0004	-0.0133
Si	-0.0014	0.0032	-0.0068
Si	0.0009	0	-0.0169
Si	-0.008	0.0009	-0.0084
Si	0.0119	0.0039	-0.0119
Si	-0.0007	0.0088	-0.0135
Si	-0.0079	0.009	-0.0119
Si	0.0921	0.1731	0.3884
Si	0.1571	-0.0141	-0.072
Si	-0.0991	-0.0093	-0.1344
Si	0.0598	0.1405	0.1942
Si	0.0664	0.1358	-0.2514
Si	0.0973	0.0167	-0.129
Si	0.0203	0.1154	-0.1859
Si	0.1748	0.0524	-0.1717
Si	-0.0297	0.0742	-0.1887
Si	-0.121	-0.0115	-0.0282
Si	0.2418	-0.1291	0.1882
Si	-0.0846	-0.0533	-0.1509
Si	-0.0952	-0.092	-0.1151
Si	-0.107	0.1078	0.0485
Si	0.041	0.0168	0.0013
Si	0.0539	-0.0191	0.0292
Si	-0.1132	-0.0828	0.0343
Si	-0.0992	-0.0661	0.0095
Si	-0.044	-0.0532	0.2453
Si	0.0077	-0.1035	0.0515
Si	-0.1244	-0.0148	0.1849
Si	-0.0051	-0.0726	0.0331
Si	-0.0353	-0.0791	0.0383
Si	-0.0238	-0.0483	0.0497
Si	0.0007	-0.0027	0.0057
Si	0.0044	-0.0045	0.0062
Si	0	-0.003	0.0063
Si	0.0016	-0.0021	0.0092
Si	-0.0047	-0.0054	0.0065
Si	0.0005	-0.0031	0.0066
Si	-0.0005	0.0001	0.0063
Si	0.0064	-0.0005	0.0099
Si	-0.0062	-0.0035	0.0046
Si	0.0003	-0.0062	0.001
Si	0.0047	-0.005	0.009
Si	-0.0068	-0.0017	0.0064
Si	-0.0024	0.0039	0.0031
Si	0.0026	0.0034	-0.0156
Si	0.0043	0.0022	-0.0089
Si	-0.0032	-0.0005	-0.0076
Si	0.0047	0.0057	-0.0131
Si	0.0004	-0.0022	-0.0032
Si	0.0054	-0.0014	-0.0101
Si	-0.0025	0.0003	-0.0064
Si	0.0002	0.0054	-0.0118
Si	-0.0063	0.0022	-0.0103
Si	-0.0025	0.0031	-0.0096
Si	0.0024	0.0011	-0.0139
Si	-0.0019	-0.0045	-0.0195
Si	-0.0108	0.0072	0.0096
Si	0.0042	0.0106	0.0144
Si	0.0007	0.0097	0.0015
Si	0.0008	-0.0042	0.0134
Si	0.001	0.0095	-0.0049
Si	-0.0071	0.008	0.0108
Si	0.0006	0.0006	0.0088
Si	-0.0055	-0.0021	0.0056
Si	0.0059	0.0001	-0.0003
Si	0.0007	0.0014	-0.0023
Si	0.0027	-0.0021	0.0139
Si	0.0132	-0.0012	0.0005
Si	0.0048	-0.0083	-0.0007
Si	-0.0109	-0.0009	-0.0001
Si	0.0033	0.0088	0.006
Si	0.0162	-0.0232	-0.0071
Si	-0.0148	-0.026	-0.0135
Si	0.0007	-0.0012	0.0001
Si	-0.0108	0.0026	-0.0125
Si	0.0195	0.0046	0.008
Si	-0.0162	-0.0192	-0.0077
Si	-0.0091	-0.0022	-0.0005
Si	0.0209	0.0036	0.002
Si	0.0018	0.0006	0.0067
Si	-0.0056	-0.0043	-0.0144
Si	-0.0067	-0.0033	-0.0044
O	0.0021	0.0061	0.0042
O	0.0034	-0.002	0.0048
O	-0.0072	0.0095	-0.0014
O	-0.0035	-0.0049	0.0066
O	-0.0009	0.0036	0.0104
O	0.0034	0.0029	0
O	-0.0102	0.008	0.0115
O	-0.0063	0.0012	0.0108
O	-0.0103	-0.0057	0.0008
Si	-0.0081	0.0048	0.009
Si	-0.0041	-0.0112	0.0091
Si	0.0023	-0.0045	0.0203
O	-0.0012	-0.0049	-0.0099
O	-0.0073	-0.0018	-0.0035
O	0.0004	-0.003	0.0074
O	-0.0024	-0.001	-0.0097
O	-0.0076	0.0068	-0.0084
O	-0.005	0.0028	0.0048
O	-0.0092	-0.0012	0.0004
O	-0.0034	-0.0038	0.0037
O	0.0121	-0.0025	0.0004
Si	-0.0006	-0.0008	-0.0061
Si	0.0028	-0.0022	-0.0033
Si	-0.0001	0.0011	0.0017
Si	0.0002	0.0013	0.0017
Si	-0.0027	-0.0021	0.0151
Si	0	0.0013	0.0088
Si	0.0022	-0.0009	0.0007
Si	0.0025	-0.004	0.0086
Si	0	0.0017	0.0028
Si	-0.0026	-0.0006	-0.0055
Si	-0.0017	0.0005	0
Si	0.0046	-0.0009	-0.0006
Si	-0.0033	-0.0001	0.0076
Si	0.0051	0.0014	-0.0012
Si	-0.0012	-0.0005	0.0007
Si	-0.0008	0.0014	-0.0135
Si	0.0036	0.0029	0.0061
Si	0.0057	0.0028	-0.0094
Si	0.0042	-0.0025	-0.0155
Si	-0.0009	-0.0002	-0.0009
Si	-0.0048	-0.0017	0.0081
Si	-0.0019	-0.0034	0.014
Si	-0.0012	-0.0006	-0.0112
Si	-0.0024	0.0036	0.0166
Si	0.0016	0.0021	-0.0034
Si	-0.0003	-0.0022	0.003
Si	-0.002	-0.0016	0.005
Si	-0.0002	-0.0002	0.0014
Si	-0.0021	0.0019	-0.0065
Si	0.0015	0.0004	-0.0018
Si	0.0002	-0.0119	0.0203
Si	-0.0084	0.0018	0.0156
Si	-0.0003	-0.0006	-0.0083
Si	-0.0015	-0.0001	0.0032
Si	-0.005	0.0016	0.009
Si	0.0007	0.0009	-0.0019
Si	0.0018	-0.0002	0.0128
Si	-0.0051	0.0039	-0.0056
Si	-0.0017	0.0004	-0.0001
Si	0.005	0.0042	-0.0157
Si	-0.0025	-0.0008	0.0092
Si	0.0002	-0.0007	-0.0014
Si	-0.0005	0.0009	0.0045
Si	-0.0034	-0.0028	0.0103
Si	-0.0015	0.0007	0.0007
Si	-0.0003	0.003	-0.006
Si	0.0034	0.0038	-0.0128
Si	0.0097	0.0043	0.0275
Si	-0.0006	0.0005	-0.0032
Si	0.0078	-0.0007	0.0117
O	-0.0012	0.0016	-0.0026
O	0.006	0.0026	0.0051
O	-0.002	0.0015	0.0003
O	-0.0071	-0.0053	-0.009
O	-0.0039	0.0013	0.0045
O	0.006	-0.0035	0.0003
O	-0.001	0.0005	-0.0015
O	0.0023	0.0013	-0.0024
O	-0.0012	-0.0006	-0.003
O	-0.0056	-0.0043	0.0064
O	-0.001	-0.0011	-0.0024
O	-0.0003	0.0002	0.0007
O	0.0021	0.0006	0
O	-0.002	0	-0.0032
O	0.0015	-0.0024	0.0036
O	-0.001	0.0051	-0.0072
O	-0.0003	-0.0007	-0.0019
O	-0.0008	0.0042	0.0026
O	-0.0009	0.0009	-0.0003
O	-0.0058	0.0029	-0.0056
O	-0.0008	-0.0018	-0.0035
O	-0.0008	0.0009	-0.004
O	0.0028	-0.0013	-0.0021
O	-0.0007	0.0017	-0.0027
O	0.0017	-0.0001	-0.0028
O	0.0027	0.0012	-0.0034
O	0.0036	0.004	-0.0115
O	-0.0008	0.0001	0.0015
O	-0.0001	0.0005	-0.0059
O	-0.0007	-0.0015	-0.0005
O	0.0024	0.0009	-0.003
O	-0.0026	-0.0035	0.0085
O	0.0018	-0.0044	-0.0118
O	0.0007	-0.0031	0.0005
O	0.0004	0.002	-0.003
O	0.0008	0.0012	-0.0046
O	0.0025	-0.0004	-0.0086
O	-0.0003	0.0013	0.0045
O	0.0006	-0.0012	-0.0007
O	-0.0033	-0.0027	-0.0068
O	-0.0022	-0.0005	-0.0009
O	0.0018	-0.0006	0.0074
O	0.0016	0.0014	0.0008
O	0.001	0.0009	-0.007
O	0.0004	0.0021	-0.0116
O	-0.0024	-0.0012	-0.0012
O	0.0018	0.0011	-0.0012
O	0.0028	0.0011	-0.0069
O	0.0022	0.0024	-0.0051
O	-0.0018	0	-0.0037
O	0.0028	0.0028	0.0021
O	0.0034	-0.0001	-0.0049
O	-0.0035	-0.0026	-0.0029
O	0.0001	-0.0025	-0.0017
O	-0.0003	-0.0003	-0.0014
O	0.0046	0.002	-0.008
O	0.0025	0	0.0039
O	-0.0015	0.0041	-0.01
O	-0.0005	-0.0011	-0.0083
O	-0.0013	-0.003	-0.0117
O	-0.0012	-0.0057	0.0005
O	-0.0011	0.0005	-0.0014
O	0.0021	-0.0041	-0.0054
O	-0.0045	-0.0025	0.0026
O	-0.0006	0.0016	-0.0045
O	0.0012	-0.0023	0.0025
O	-0.0015	0.0005	-0.0084
O	0.0019	-0.0018	-0.0009
O	0.0037	0.0047	-0.0124
O	-0.0013	0.0001	-0.0001
O	0.0027	0.002	0.0022
O	0.0039	-0.0009	0.0007
O	0.0018	0.0028	-0.0075
O	-0.0012	-0.0006	-0.0011
O	0.0001	0	0.001
O	-0.0003	-0.001	-0.0006
O	-0.0018	-0.0001	0.0045
O	-0.0013	-0.0018	0.0062
O	0.0017	0.0027	-0.0027
O	0.0033	0.0039	-0.0109
O	-0.0016	-0.002	-0.0055
O	-0.0005	-0.0046	0.0004
O	0.0029	0.0051	0.0017
O	-0.0007	0.0023	0.0044
O	-0.0005	-0.0003	-0.0058
O	0.0019	-0.0062	0.006
O	0.0025	-0.0001	0.0046
O	-0.0014	-0.0005	0.0018
O	-0.0016	0.0022	-0.0003
O	0.0007	-0.002	0.0107
O	0.0022	0.003	-0.0092
O	0.0048	0.0009	0.0017
O	0.0035	-0.0019	-0.0014
O	0.0012	0.0003	-0.006
O	-0.0006	-0.0021	0.001
O	0.0003	0.0024	-0.0008
O	-0.0033	0.0003	-0.0029
O	0.0032	0.0028	0.0031
O	-0.0008	-0.0012	0.0008
O	-0.0027	0.0066	-0.0113

The program warned: the cutoff lies below the one the program advises for these potential files; the forces do not sum to zero within the program's tolerance; the exchange-correlation potential is rough where the density is thin.
